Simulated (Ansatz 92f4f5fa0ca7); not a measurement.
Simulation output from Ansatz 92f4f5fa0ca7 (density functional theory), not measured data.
Periodic cell of 442 atoms, Si288O154, from a study of silicon, its oxide and their interface. The atomic structure is a simulated model.
Doubt: the cutoff is far below the 930 eV that the study's wrapper takes by default for these files, so forces and energies are approximate.

Settings
functional: PBE
potential files: Ansatz PAW
basis: plane waves
wave-function cutoff: 580 eV
density cutoff ratio: 5
exchange-correlation grid ratio: 1
k mesh: 1 x 1 x 1, Gamma-centred
self-consistency stop: 5e-08 eV per atom in the density residual
occupations: fixed
spin: none
net charge: 0

Cell vectors (angstrom)
a 15.4687 0 0
b 0 15.4687 0
c -6.1556 -0.6859 33.5973

Atoms and the computed forces on them: element, x, y, z (angstrom), force x, y, z (eV/angstrom)
Si -6.188 -0.996 24.661 0.002 0 0.004
Si -6.092 3.553 24.851 0.005 -0.001 0.007
Si -6.104 6.682 24.741 0.002 -0.009 -0.013
Si -6.12 -4.129 24.842 0.003 0.007 -0.011
Si -2.282 -1.268 24.837 -0.001 0.005 -0.001
Si -2.15 3.415 24.837 0.003 -0.001 0.003
Si -2.271 6.57 24.712 -0.004 -0.004 -0.011
Si -2.436 -3.765 24.597 0.002 -0.003 -0.006
Si 1.499 -0.35 24.809 -0.001 0.004 -0.002
Si 1.583 2.825 24.737 -0.005 -0.002 0
Si 1.524 7.411 24.814 0.001 0.001 -0.004
Si 1.658 -4.891 24.786 0.005 -0.004 -0.007
Si -10.087 -1.056 24.786 0.001 0.002 0.004
Si -9.863 3.474 24.707 -0.008 -0.003 0.011
Si -10.089 6.635 24.718 0.004 -0.008 -0.02
Si -10.147 -4.21 24.778 -0.002 0.007 -0.008
Si -4.248 -0.707 26.037 -0.002 -0.004 -0.002
Si -4.14 3.216 26.11 -0.005 0.004 -0.003
Si -4.182 6.996 26.059 0.003 -0.003 0.005
Si -4.171 -4.406 26.11 0 -0.002 0.006
Si -0.403 -0.707 26.157 0.001 0.005 0.002
Si -0.263 3.188 26.179 -0.001 0 0
Si -0.403 7.071 26.097 0.001 0.001 0.005
Si -0.445 -4.488 25.854 -0.005 -0.002 0.003
Si 3.456 -0.713 26.103 0.002 -0.002 0.001
Si 3.588 3.123 25.97 0.01 0.004 -0.002
Si 3.489 6.99 26.08 -0.008 0.006 0.009
Si 3.494 -4.586 26.212 0.001 0 0.006
Si -8.106 -0.71 26.039 -0.001 -0.006 -0.001
Si -8.029 3.254 26.152 0 0.007 -0.004
Si -8.102 7.029 25.989 0 0.003 0.008
Si -8.133 -4.506 26.028 -0.003 0.002 0.005
Si -4.219 1.243 27.404 0.001 0 0.002
Si -4.183 5.126 27.512 0.002 -0.001 -0.004
Si -4.188 9.011 27.351 -0.001 0.004 0.001
Si -4.243 -2.554 27.535 -0.005 0.003 -0.004
Si -0.396 1.242 27.503 0.006 -0.001 -0.005
Si -0.294 5.149 27.492 -0.001 -0.004 -0.002
Si -0.443 9.063 27.359 0.005 0.002 -0.002
Si -0.332 -2.671 27.433 0.003 -0.001 0.004
Si 3.55 1.239 27.428 -0.004 0.002 -0.003
Si 3.49 5.045 27.414 0.003 -0.006 -0.003
Si 3.56 8.915 27.486 -0.003 0.001 -0.007
Si 3.447 -2.623 27.509 0.003 -0.001 -0.005
Si -8.085 1.245 27.403 -0.001 -0.001 0.003
Si -8.078 5.175 27.496 0.001 -0.003 -0.002
Si -8.094 8.987 27.355 -0.002 -0.002 -0.001
Si -8.109 -2.612 27.466 0.001 0.002 -0.006
Si -6.155 1.243 28.78 0.001 0.001 -0.001
Si -6.14 5.132 28.846 -0.001 0.002 0.001
Si -6.144 8.991 28.729 0.003 0 0.001
Si -6.188 -2.613 28.854 0.003 0 0.001
Si -2.323 1.256 28.839 -0.004 -0.001 0.002
Si -2.246 5.132 28.842 -0.001 0.002 0
Si -2.308 9.016 28.799 -0.003 -0.001 0.001
Si -2.27 -2.599 28.819 0.002 -0.002 0.002
Si 1.591 1.235 28.798 -0.001 0 -0.001
Si 1.612 5.101 28.848 0.001 0.004 0.001
Si 1.543 8.98 28.748 -0.002 -0.001 0
Si 1.546 -2.649 28.865 -0.005 0.001 0.001
Si -10.003 1.246 28.807 0.004 0 0
Si -10.04 5.116 28.803 -0.001 0 -0.001
Si 5.49 8.964 28.821 0.003 -0.001 0.001
Si -10.045 -2.61 28.82 -0.003 -0.002 0.001
Si -6.16 -0.671 30.186 -0.001 -0.002 -0.001
Si -6.157 3.176 30.174 -0.001 -0.001 -0.001
Si -6.148 7.08 30.169 0 -0.001 -0.001
Si -6.157 -4.571 30.168 0 0.001 -0.001
Si -2.282 -0.68 30.192 0.001 0.002 -0.001
Si -2.291 3.193 30.193 0.001 -0.001 -0.001
Si -2.283 7.075 30.18 0.001 -0.001 0
Si -2.296 -4.534 30.182 0 0.001 -0.001
Si 1.575 -0.689 30.185 0 0 -0.001
Si 1.578 3.162 30.186 0 -0.003 -0.001
Si 1.577 7.061 30.169 0 0 -0.001
Si 1.576 -4.59 30.184 0 -0.001 -0.001
Si -10.022 -0.682 30.184 0 0 0
Si -10.02 3.183 30.174 0 0.001 0
Si 5.448 7.038 30.186 0.001 -0.001 0
Si -10.02 -4.555 30.176 0 0.001 -0.001
Si 1.928 -0.006 3.423 -0.001 0 0
Si 1.938 3.838 3.42 0 -0.001 0
Si 1.942 7.737 3.408 0 0 0.001
Si 1.944 -3.854 3.43 0 0.002 0.001
Si 5.8 0.026 3.43 0 0 0.001
Si 5.795 3.826 3.424 0 0 0.001
Si 5.794 7.753 3.411 0 0 0.001
Si 5.8 -3.868 3.42 0 0 0.001
Si 9.669 0.014 3.425 0 -0.001 0
Si 9.662 3.858 3.43 0 0 0
Si 9.661 7.739 3.407 0 -0.001 0
Si 9.657 -3.851 3.442 0 0 0
Si -1.931 0.034 3.43 0 -0.002 0.001
Si -1.927 3.809 3.425 0 0 0.001
Si -1.926 7.73 3.406 0 0 0.001
Si -1.935 -3.875 3.408 0 0.001 0.001
Si 1.879 1.908 4.817 -0.002 0.001 -0.002
Si 1.988 5.788 4.739 0.002 0.001 -0.001
Si 1.943 9.667 4.779 0.001 -0.002 0.001
Si 1.986 -1.918 4.812 0.006 -0.001 -0.003
Si 5.782 1.924 4.876 0 0 -0.002
Si 5.78 5.79 4.711 0 0.001 -0.002
Si 5.798 9.677 4.806 0 -0.001 0.002
Si 5.797 -1.918 4.758 -0.001 0.002 -0.002
Si 9.718 1.929 4.829 0.001 0.001 -0.002
Si 9.618 5.81 4.761 -0.002 0.001 0
Si 9.656 9.657 4.788 0.001 -0.001 0.001
Si 9.609 -1.895 4.812 -0.004 0.001 -0.003
Si -1.931 1.919 4.907 0 0.001 -0.001
Si -1.904 5.764 4.71 0 0 -0.001
Si -1.927 9.661 4.781 0 -0.001 0.001
Si -1.935 -1.92 4.729 0.004 0.002 -0.003
Si 0.009 1.883 6.316 0.001 0 0.002
Si 0.054 5.726 6.042 -0.002 0.001 0.002
Si 0.012 9.63 6.145 -0.001 0.004 -0.002
Si 0.002 -1.96 6.078 -0.006 -0.001 0.005
Si 3.766 1.882 6.212 0.002 -0.003 0.002
Si 3.91 5.787 6.125 -0.003 -0.002 0.001
Si 3.856 9.699 6.169 0 0.001 -0.002
Si 3.949 -1.865 6.206 -0.001 -0.001 -0.002
Si 7.796 1.931 6.191 -0.001 0.001 0.003
Si 7.642 5.833 6.11 0.002 -0.002 0
Si 7.733 9.663 6.181 -0.002 0.002 0
Si 7.646 -1.872 6.203 0.002 -0.004 0.002
Si -3.861 1.949 6.32 0 0.002 0.002
Si -3.859 5.768 6.008 -0.001 0 0.002
Si -3.865 9.642 6.133 0 -0.001 -0.001
Si -3.873 -1.877 6.074 0.002 -0.001 0.008
Si 0.06 -0.161 7.611 -0.002 -0.001 -0.002
Si 0.03 3.923 7.588 0.002 0 0
Si 0.001 7.627 7.408 0.003 -0.004 -0.001
Si 0.043 -3.878 7.462 0.002 0.003 0
Si 3.88 0.012 7.731 -0.001 0.002 -0.002
Si 3.813 3.855 7.501 -0.004 0.005 -0.001
Si 3.894 7.726 7.48 0 0 -0.001
Si 3.9 -3.81 7.542 0.003 0 0.003
Si 7.642 0.052 7.656 -0.001 0.002 -0.002
Si 7.764 3.921 7.481 0 -0.001 -0.003
Si 7.641 7.718 7.562 -0.001 0.001 0
Si 7.708 -3.845 7.516 0.004 0.001 0.003
Si -3.863 -0.065 7.626 -0.002 -0.002 -0.003
Si -3.851 4.007 7.581 0.001 -0.001 -0.004
Si -3.843 7.642 7.413 0.003 0 -0.001
Si -3.873 -3.827 7.373 0 0.005 0.002
Si 1.965 -0.881 8.898 0.001 -0.001 -0.004
Si 1.948 4.282 8.969 0.002 -0.001 0
Si 1.945 7.433 8.731 0 0 0.004
Si 1.951 -3.368 8.773 -0.002 -0.006 -0.001
Si 5.769 0.92 9 0.001 -0.004 0.005
Si 5.789 3.369 8.657 0.003 0.002 0
Si 5.697 8.118 8.977 0 0.003 0.007
Si 5.821 -4.121 8.917 -0.003 0.002 -0.002
Si -5.86 -0.435 8.888 0.002 -0.004 0.004
Si -5.833 4.7 8.744 -0.001 0 0
Si -5.806 7.168 8.615 0.001 0.003 0.002
Si -5.769 -3.585 8.735 -0.004 -0.003 -0.008
Si -1.895 -0.56 8.902 0.003 -0.002 0.005
Si -1.881 4.607 8.8 0.002 0 -0.001
Si -1.902 7.103 8.681 -0.003 0.002 0.001
Si -1.953 -3.682 8.691 -0.003 0.002 0.002
Si -4.222 -0.686 31.549 -0.006 -0.007 0.013
Si -4.222 3.181 31.549 -0.058 0.004 0.02
Si -4.222 7.048 31.549 0.023 0.132 -0.038
Si -4.222 -4.553 31.549 -0.068 -0.026 -0.018
Si -0.355 -0.686 31.549 0.031 0.13 0.1
Si -0.355 3.181 31.549 -0.002 -0.093 0.058
Si -0.355 7.048 31.549 0.043 0.069 -0.014
Si -0.355 -4.553 31.549 -0.043 -0.099 -0.008
Si -11.956 -0.686 31.549 -0.01 0.017 0.004
Si -11.956 3.181 31.549 0.039 -0.07 -0.025
Si 3.512 7.048 31.549 -0.043 0.172 -0.037
Si -11.956 -4.553 31.549 0.028 -0.127 -0.029
Si -8.089 -0.686 31.549 -0.025 0.07 0.055
Si -8.089 3.181 31.549 0.005 -0.021 -0.03
Si -8.089 7.048 31.549 0.074 -0.001 -0.045
Si -8.089 -4.553 31.549 0.021 -0.061 -0.052
Si -4.222 1.248 32.916 0.02 -0.013 0
Si -4.222 5.115 32.916 -0.04 -0.043 -0.008
Si -4.222 -6.487 32.916 0.035 0 0.013
Si -4.222 -2.619 32.916 -0.057 0.023 0
Si -0.355 1.248 32.916 -0.001 -0.017 0.027
Si -0.355 5.115 32.916 -0.008 -0.029 -0.018
Si -0.355 -6.487 32.916 -0.007 0.021 0.023
Si -0.355 -2.619 32.916 0.023 0.017 -0.017
Si -11.956 1.248 32.916 -0.005 -0.004 0.014
Si 3.512 5.115 32.916 -0.024 -0.038 -0.021
Si -11.956 -6.487 32.916 0.027 -0.005 0.029
Si 3.512 -2.619 32.916 -0.001 0.036 -0.01
Si -8.089 1.248 32.916 -0.025 -0.013 0.026
Si -8.089 5.115 32.916 0.062 -0.004 -0.009
Si -8.089 -6.487 32.916 -0.042 0.034 0.015
Si -8.089 -2.619 32.916 0.045 -0.006 -0.014
Si 0 1.934 0.686 0.074 0.012 -0.038
Si 0 5.801 0.686 -0.023 0.02 0.022
Si 0 -5.801 0.686 0.05 -0.013 -0.013
Si 0 -1.934 0.686 -0.044 -0.003 0.013
Si 3.867 1.934 0.686 0.005 0.016 -0.044
Si 3.867 5.801 0.686 0.012 0.021 0.024
Si 3.867 -5.801 0.686 -0.008 -0.017 -0.021
Si 3.867 -1.934 0.686 0.007 -0.02 0.021
Si 7.734 1.934 0.686 -0.009 0.011 -0.043
Si 7.734 5.801 0.686 -0.025 0.024 0.028
Si 7.734 -5.801 0.686 -0.004 0.003 -0.019
Si 7.734 -1.934 0.686 -0.007 -0.018 0.027
Si -3.867 1.934 0.686 -0.064 0 -0.028
Si 11.602 5.801 0.686 0.036 0.034 0.012
Si -3.867 -5.801 0.686 -0.043 -0.007 0.001
Si 11.602 -1.934 0.686 0.033 -0.022 0.003
Si 0 0 2.053 -0.025 0.057 0.017
Si 0 3.867 2.053 0.045 -0.16 0.008
Si 0 7.734 2.053 0.067 0.04 -0.1
Si 0 -3.867 2.053 0.087 0.051 0.033
Si 3.867 0 2.053 -0.006 0.142 0.063
Si 3.867 3.867 2.053 -0.004 -0.244 -0.034
Si 3.867 7.734 2.053 0.016 0.105 -0.155
Si 3.867 -3.867 2.053 0.023 -0.044 -0.015
Si 7.734 0 2.053 -0.005 0.188 0.057
Si 7.734 3.867 2.053 -0.024 -0.227 0.047
Si 7.734 7.734 2.053 -0.072 0.069 -0.098
Si 7.734 -3.867 2.053 0.009 -0.017 0.037
Si -3.867 0 2.053 0.027 0.069 0.072
Si -3.867 3.867 2.053 -0.022 -0.126 0.1
Si 11.602 7.734 2.053 -0.002 0.017 -0.041
Si -3.867 -3.867 2.053 -0.127 0.006 0.073
Si -11.412 3.961 18.472 0 0 0.002
Si 2.414 3.108 11.917 -0.001 0.004 -0.003
Si 1.596 -5.668 10.886 0.003 0 -0.001
Si -3.851 1.991 15.751 -0.001 0.006 -0.002
Si 5.461 4.078 11.673 0.002 0 0.001
Si 5.38 7.127 12.068 0 0.002 -0.001
Si 3.609 -1.97 13.683 0 -0.002 -0.003
Si 2.994 8.668 13.425 0 0 -0.002
Si 9.315 0.784 11.812 0 -0.005 -0.001
Si -6.41 3.307 17.188 -0.001 0.002 -0.002
Si -9.405 5.896 19.117 0.002 -0.001 0.003
Si 5.854 -3.338 11.949 0 0 -0.002
Si -2.149 3.648 10.957 -0.001 0 0.001
Si -3.39 5.591 12.896 -0.001 0.003 -0.002
Si -3.71 8.688 12.744 0.005 -0.004 -0.007
Si -3.833 -0.184 13.553 -0.001 -0.003 -0.003
Si 7 9.555 12.559 0.001 0.001 -0.003
Si -2.075 4.3 15.124 0 0 -0.001
Si -1.55 9.429 10.799 -0.004 0.004 -0.003
Si -1.356 0.815 11.767 -0.001 -0.002 -0.003
Si 1.472 0.42 18.768 0.001 0.001 0.003
Si -3.634 0.815 18.38 -0.003 0 0.001
Si -1.49 8.148 16.831 0.001 0 -0.001
Si 3.882 -4.588 15.396 0 0 -0.003
Si -9.115 -0.011 19.873 -0.001 -0.001 0.001
Si 4.84 0.535 14.888 -0.003 -0.001 -0.002
Si -5.33 2.681 20.051 0 0.001 0.002
Si 9.506 9.423 10.801 -0.002 0.002 -0.002
Si -5.074 3.584 11.524 0.004 -0.001 0.001
Si 0.944 4.169 14.507 0 0 -0.002
Si 8.093 -3.611 13.965 0.002 0.001 -0.003
Si 6.344 1.286 12.133 0 0.001 0.001
Si -6.575 6.148 18.148 -0.002 -0.001 0
Si -8.196 0.91 16.963 0.002 0 -0.001
Si 1.674 0.012 12.027 -0.003 -0.003 0.005
Si -4.568 -2.755 14.835 0 -0.001 -0.004
Si -7.744 -2.698 19.174 0 0.001 0.003
Si 2.53 2.184 16.338 0.002 0 0
Si -0.734 -3.014 20.76 0.004 -0.002 0.001
Si 1.067 7.185 15.5 -0.001 0 -0.001
Si -2.568 7.51 21.704 0 -0.008 0.001
Si -2.417 1.049 22.733 0.002 0.001 -0.001
Si -0.076 6.2 20.187 0 0.002 0.001
Si -8.613 -4.143 16.615 0.001 -0.001 -0.001
Si 3.066 -5.012 18.335 -0.001 0.001 0.001
Si -1.33 0.022 20.073 0.002 0.001 0.003
Si -4.277 5.447 20.086 0.002 0 0.001
Si -5.919 -1.075 17.221 -0.001 0 -0.001
Si -6.605 -6.45 22.853 0.001 0 -0.002
Si -5.634 1.307 22.645 -0.002 0 0.001
Si -6.423 -6.267 17.397 -0.002 -0.001 -0.003
Si -5.993 -4.998 20.287 -0.001 0.002 0.002
Si 1.45 -2.703 22.63 -0.001 0.003 0
Si 1.034 8.237 18.332 0 0 0.002
Si -3.811 -5.662 15.627 0.001 0.007 -0.001
Si 1.886 -2.562 19.656 0 -0.001 0
Si -2.004 5.424 18.026 0 0.001 0.003
Si -11.564 1.399 20.171 0 0 0.002
Si -11.705 5.842 20.61 0.001 -0.001 0
Si 1.59 5.163 22.554 0 -0.002 0
Si -10.634 8.437 19.831 -0.001 -0.002 0.001
Si -3.111 -4.791 21.513 0 0.003 0.001
Si -9.932 1.196 22.498 -0.001 -0.002 0.001
Si -9.717 8.973 22.768 0 0 -0.002
O -8.861 0.813 21.292 0 0.001 0.001
O -10.099 4.862 18.03 0.001 0 0.001
O 1.892 3.417 10.386 -0.001 0.002 -0.006
O 1.973 5.897 9.388 -0.001 0 -0.003
O 1.966 -4.214 10.224 0.001 0.005 -0.001
O 5.664 4.241 10.068 -0.001 0 -0.005
O 5.715 0.775 10.687 -0.002 -0.002 -0.006
O 5.492 7.379 10.446 0.001 0.001 -0.005
O -9.851 -6.449 21.146 0.001 0 0.002
O 5.703 -5.727 9.306 0.001 -0.004 -0.001
O 5.955 -3.207 10.312 0 -0.002 -0.002
O 9.491 0.551 10.207 0 -0.001 -0.003
O 9.648 -2.037 9.37 0 0.008 -0.002
O 4.592 -2.435 12.448 0 -0.001 0.003
O -5.111 -0.22 12.542 -0.002 0.002 0.002
O -5.711 7.999 10.055 0 -0.005 -0.003
O -1.835 0.266 10.313 -0.001 -0.002 -0.003
O -6.483 4.942 17.026 0 -0.002 0
O -1.782 7.968 10.101 0 -0.005 -0.002
O -1.933 -2.16 9.357 0 0 -0.002
O 1.938 -0.454 10.494 0.003 0.003 -0.006
O 1.051 7.211 19.596 -0.001 -0.002 -0.002
O -1.231 7.11 20.878 0 0.001 -0.001
O 1.816 1.059 17.299 0 0 -0.001
O -5.879 -5.671 18.813 0.002 0.001 0.003
O -1.869 4.461 16.729 0 -0.002 0
O -2.367 6.922 17.472 0 -0.001 0
O 3.911 7.527 12.679 0.002 -0.002 0.002
O -1.103 -1.44 20.713 -0.002 0.003 -0.003
O -5.14 2.811 16.303 0 0.001 -0.001
O -9.532 2.497 23.402 0 0.002 -0.003
O -10.943 2.702 19.405 0 -0.001 0.001
O -6.079 1.683 21.113 0 -0.001 -0.001
O -2.925 2.946 14.83 0 0.001 0.001
O -2.103 -0.394 23.428 0.001 -0.008 0.004
O -2.362 9.417 12.203 0.003 0.001 -0.002
O 3.109 4.982 19.356 0 0.001 -0.002
O 5.695 -4.943 12.284 0 0 0.001
O 1.698 7.564 16.977 0 0 0
O -0.063 -3.218 22.246 0.001 -0.001 0.001
O -0.665 4.122 14.361 0.002 0 0.003
O -3.142 4.9 19.05 -0.004 0.001 0
O -8.17 -6.472 23.247 0 -0.001 -0.001
O 1.326 5.601 15.198 0 -0.001 0.002
O -3.986 1.966 19.474 -0.001 0.002 0
O 1.514 1.227 24.272 0 -0.002 0
O 4.364 -1.019 14.774 -0.001 -0.001 0.001
O 1.461 3.768 23.379 0.001 -0.001 0
O -10.383 -5.166 23.441 0 0.001 0.003
O -1.992 -4.019 20.591 -0.003 -0.004 -0.002
O 2.266 -2.372 21.247 0 -0.001 0.001
O -4.286 0.729 14.829 -0.001 -0.006 -0.003
O -1.921 2.343 23.596 0.001 0.005 0
O -2.489 -6.093 16.48 0.002 0 0.004
O -9.712 7.492 18.854 0 0.001 0
O -3.787 8.845 14.335 0.001 -0.004 0.002
O -5.907 -5.178 23.586 0 0.002 0.004
O -6.163 -2.592 24.197 0 -0.005 0.004
O -2.87 -4.305 23.067 0.002 0.002 0.005
O -11.362 1.554 21.782 0.001 0 0.001
O 1.3 6.457 23.492 -0.001 0.003 0.002
O -6.449 -6.238 21.254 0 -0.002 0.001
O -8.743 -3.345 18.039 0 0.001 0
O -10.103 -0.11 23.445 0 0 -0.003
O -6.145 2.527 23.578 -0.002 0.003 -0.002
O -2.96 -6.411 21.376 -0.001 0.005 -0.006
O -2.91 5.55 14.461 -0.001 0 0
O -2.315 7.437 23.312 0.002 -0.002 0.009
O -6.745 7.598 17.43 0 0.001 -0.003
O 3.578 1.476 15.31 0 -0.001 0.001
O 1.441 -1.324 23.485 0 0.001 0
O 2.997 -3.526 18.982 -0.001 0.001 0
O 5.397 -4.382 15.95 -0.001 0 0.001
O 2.366 -5.796 12.306 -0.002 0.001 -0.002
O -8.578 -1.552 19.997 -0.001 0.002 -0.002
O -9.993 5.056 24.199 0 0.003 0.004
O 2.345 -1.115 13.038 0 0 0.004
O 3.25 -3.324 14.547 0.001 0.002 0.001
O -7.812 5.736 19.126 -0.001 0 -0.001
O 0.001 -5.76 11.148 0 0.001 0.005
O 3.117 5.321 21.994 0 -0.001 0.001
O -5.618 -4.724 9.917 0.001 0.002 0.002
O -1.189 2.448 11.571 0 0.002 0.001
O -6.478 -2.048 18.394 0 -0.001 -0.001
O -6.111 5.099 24.243 -0.001 0.005 0.002
O -0.617 5.37 18.885 0.001 0 0
O 9.658 -3.184 13.848 -0.001 0 0.001
O -11.072 -5.77 18.902 0.003 -0.002 -0.002
O -3.691 7.1 12.407 0 -0.001 0.001
O -2.11 -4.825 9.868 0.002 0.001 -0.001
O -2.188 4.971 24.244 0.001 0.005 0
O -11.847 7.47 20.389 0 0.001 -0.002
O 7.643 -3.232 15.496 0.001 0 0.001
O 7.867 -5.239 13.776 -0.002 -0.002 0
O 2.078 -3.933 23.495 -0.001 -0.003 0.003
O -5.111 -2 16.169 -0.001 0 0.002
O 3.892 9.551 14.456 -0.001 -0.001 0.003
O 2.323 1.249 19.884 0.001 0.001 -0.001
O -4.574 -4.401 20.866 0 -0.001 -0.001
O -2.19 4.936 11.983 0.002 -0.003 -0.001
O -2.985 1.47 17.035 0.004 0.001 0
O -10.748 0.06 19.656 0.001 0 -0.002
O -10.079 5.53 20.581 0 -0.001 -0.001
O -10.129 -2.632 24.259 0 -0.008 0
O 2.974 -4.867 16.717 0 0 0
O -7.798 -5.53 16.91 0 0 0
O 9.626 2.336 12.205 0 0.001 0.004
O -0.089 0.587 19.182 -0.001 0 0
O -5.313 6.273 19.151 0.004 0 0.001
O -3.734 6.457 21.241 0 -0.001 -0.004
O 1.391 2.924 15.454 -0.001 0.002 -0.001
O -4.93 4.106 20.769 0.001 0 -0.001
O 9.489 4.231 10.336 -0.005 0 -0.003
O -5.961 7.611 23.367 0 -0.002 0.003
O -3.674 3.01 10.889 0.001 0.001 0.002
O -4.022 1.189 22.603 -0.001 -0.001 -0.006
O -7.134 -3.81 20.219 0.001 -0.002 -0.001
O 7.782 0.528 12.304 0.001 0 0.002
O 1.609 -6.48 24.283 0 0.002 0.002
O -2.489 0.422 12.87 0.003 0.002 0
O -3.71 -4.075 15.258 0 -0.002 0.003
O 0.054 0.146 12.267 -0.002 0.001 0.004
O -1.662 1.065 21.287 -0.002 0.001 0.002
O 1.581 3.987 13.014 0.001 0 0.002
O 1.881 -1.16 18.824 0.001 -0.002 -0.001
O -2.575 -0.19 19.056 0.002 -0.003 0
O -9.528 0.665 16.073 -0.001 0 0.002
O 1.776 7.991 14.277 0.001 0.001 0
O -4.964 -0.005 17.973 0.001 0.001 0
O 7.938 9.534 11.224 -0.001 -0.001 0.002
O 1.808 -5.904 18.819 -0.001 0 -0.002
O 5.695 5.545 12.355 -0.001 -0.001 0.004
O 5.397 0.914 13.402 0.004 0.002 -0.006
O -8.433 0.705 18.572 -0.001 -0.001 0.001
O -4.751 4.705 12.666 0 0.002 0.003
O -7.711 2.453 16.677 -0.001 -0.001 0
O 3.284 3.363 17.184 0 -0.001 0
O -6.298 2.979 18.783 0 0 0.001
O -0.543 7.584 15.588 0 0 0.003
O 7.212 -2.865 12.778 -0.002 0.001 0.002
O 3.969 3.553 12.037 -0.001 0 0.004
O -10.331 7.581 23.371 0 -0.002 0.006
O 2.316 1.505 12.237 0.002 0.001 0.007
O -6.235 -0.093 23.257 0 -0.002 -0.001
O -0.493 8.698 17.994 0 0 -0.002
O -7.093 -0.207 16.486 0 0 0.001
O -5.013 9.418 12.11 -0.008 0.003 0.001
O -5.22 -5.957 16.36 -0.004 -0.001 0.003
O -3.58 -1.727 14.034 0 0.002 0.003
O 0.549 5.179 21.295 0.002 -0.002 0.002
O 2.039 8.551 9.937 0 -0.004 -0.003
O 6.517 2.925 12.167 0 0 0.002
O 0.398 -3.27 19.599 0 -0.001 0
O 6.495 8.039 12.861 -0.001 -0.001 0

Results
free energy: -270674.332 eV
free energy less fixed offsets of O -568.88, Si -635.61 eV per atom: -11.132 eV

The program warned: the cutoff lies below the one the program advises for these potential files; the forces do not sum to zero within the program's tolerance; the exchange-correlation potential is rough where the density is thin.
